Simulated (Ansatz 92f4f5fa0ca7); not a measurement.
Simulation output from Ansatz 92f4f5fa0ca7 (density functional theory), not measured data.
Periodic cell of 213 atoms, Si131O78As1H3, from a study of silicon, its oxide and their interface. The atomic structure is a simulated model.
Doubt: the cutoff is low for norm-conserving oxygen, so forces and energies are approximate.

Settings: functional HSE06; potential files SPMS norm-conserving; basis plane waves; wave-function cutoff 800 eV; density cutoff ratio 4; exchange-correlation grid ratio 1; k mesh 1 x 1 x 1, Gamma-centred; occupations fixed; spin none; net charge 0.

Cell vectors (angstrom)
a	10.938	0	0
b	0	10.938	0
c	0	0	31.3387

Atoms: element, x, y, z (angstrom)
Si	10.3428	0.515	23.9902
Si	5.716	10.6291	23.9277
Si	2.1926	3.045	23.9146
Si	8.6439	2.2246	24.0059
Si	0.3331	4.8873	23.8788
Si	4.8801	5.9253	24.039
Si	3.1958	7.6501	23.8774
Si	7.504	8.7909	23.8348
Si	1.1814	1.4157	25.27
Si	6.8361	1.3107	25.2229
Si	3.9285	4.1055	25.1907
Si	9.5921	3.9876	25.2625
Si	1.3347	6.7326	25.0499
Si	6.7083	6.9346	25.1397
Si	4.0516	9.4945	25.1499
Si	9.3631	9.6277	25.1163
Si	2.6575	-0.0212	26.4518
Si	8.128	-0.0287	26.6722
Si	-0.064	2.7246	26.7593
Si	5.4089	2.7366	26.4653
Si	2.6272	5.4657	26.6177
Si	8.1541	5.4918	26.4199
Si	-0.0827	8.1858	26.3514
Si	5.3933	8.2081	26.6357
Si	4.0592	1.3448	27.8509
Si	9.5075	1.3276	28.0265
Si	1.3288	4.1077	28.0251
Si	6.791	4.1226	27.8377
Si	4.039	6.819	27.9563
Si	9.5371	6.8381	27.8227
Si	1.2954	9.5354	27.817
Si	6.7778	9.542	27.9974
Si	0.0042	-0.0302	29.2915
Si	5.4345	0.0203	29.2931
Si	2.7448	2.7208	29.2927
Si	8.1549	2.7689	29.2878
Si	-0.0459	5.5112	29.2937
Si	5.4572	5.4694	29.2793
Si	2.6898	8.2247	29.2723
Si	8.2095	8.1858	29.2821
Si	1.3673	1.3673	30.6549
Si	6.8362	1.3673	30.6549
Si	4.1018	4.1018	30.6549
Si	9.5708	4.1018	30.6549
Si	1.3673	6.8362	30.6549
Si	6.8362	6.8362	30.6549
Si	4.1018	9.5708	30.6549
Si	9.5708	9.5708	30.6549
Si	2.7345	0	0.6835
Si	8.2035	0	0.6835
Si	0	2.7345	0.6835
Si	5.469	2.7345	0.6835
Si	2.7345	5.469	0.6835
Si	8.2035	5.469	0.6835
Si	0	8.2035	0.6835
Si	5.469	8.2035	0.6835
Si	4.0954	1.3934	2.0601
Si	9.6253	1.3398	2.0554
Si	1.4139	4.0563	2.0562
Si	6.8359	4.1017	2.0491
Si	4.1453	6.8055	2.0525
Si	9.5661	6.8539	2.042
Si	1.37	9.5879	2.0506
Si	6.8722	9.55	2.0495
Si	0.0989	0.0441	3.5104
Si	5.5305	0.0417	3.3419
Si	2.7738	2.73	3.5438
Si	8.2669	2.7523	3.3434
Si	0.042	5.4758	3.3162
Si	5.4827	5.4287	3.4943
Si	2.7965	8.2328	3.3397
Si	8.2543	8.2226	3.4866
Si	1.4677	1.3748	5.0231
Si	6.9323	1.3795	4.6839
Si	4.132	4.0814	4.9732
Si	9.6513	4.1142	4.6746
Si	1.4605	6.8007	4.627
Si	6.869	6.8136	4.8277
Si	4.1573	9.6383	4.6698
Si	9.6897	9.5976	4.8604
Si	2.953	-0.0838	6.3176
Si	8.3091	0.0981	6.1363
Si	0.0242	2.88	6.2256
Si	5.6076	2.622	6.2055
Si	2.6774	5.5442	6.2271
Si	8.3178	5.437	6.1048
Si	0.2347	8.1717	6.0485
Si	5.4401	8.2425	6.0411
Si	4.9686	0.7014	7.5148
Si	9.1441	1.9677	7.4049
Si	0.8549	4.7096	7.5479
Si	7.3951	3.6517	7.3639
Si	3.6252	7.4137	7.3276
Si	10.0572	6.5244	7.2984
As	1.8578	9.1137	7.6187
Si	6.6299	9.8465	7.241
H	4.0264	7.0877	8.7341
O	7.0292	4.022	8.9527
O	9.5992	1.8112	9.0063
O	5.0751	1.0679	9.1454
O	7.3042	9.133	8.5984
O	9.4355	7.3514	8.6164
O	1.2657	4.2469	9.104
H	8.2804	2.6381	22.611
H	10.7643	0.194	22.5864
O	10.3266	5.3599	22.5672
O	2.7733	2.1409	22.6098
O	2.9735	7.8595	22.2308
O	5.2177	5.5323	22.4635
O	4.9757	0.4458	22.6138
O	7.932	8.2485	22.3277
Si	4.5218	8.2057	14.4851
Si	4.1465	1.6379	21.8519
Si	3.9508	1.4307	15.3216
Si	5.8772	1.2215	10.5558
Si	8.0482	7.8731	9.3142
Si	7.2957	1.5293	14.6673
Si	5.8191	7.8303	19.0675
Si	8.5654	10.5819	18.876
Si	5.0127	4.5123	21.2273
Si	10.5708	2.8514	12.6658
Si	1.1278	5.0217	16.9624
Si	3.229	8.2909	20.6826
Si	4.6059	9.8813	17.1187
Si	9.3254	4.5008	18.4611
Si	8.4119	8.2245	20.7821
Si	6.4888	4.9843	18.6793
Si	1.0058	2.2678	15.5129
Si	2.8445	0.0592	19.5279
Si	4.62	3.9954	11.5362
Si	0.3937	9.3395	15.8708
Si	9.1516	1.0793	10.3879
Si	9.2354	10.486	14.2141
Si	6.8076	5.1747	10.0832
Si	7.4459	2.2468	17.8113
Si	8.7821	5.2326	12.5611
Si	0.4014	0.5594	17.9075
Si	2.3745	5.6239	19.7245
Si	5.0696	10.8892	13.1521
Si	10.4126	5.742	20.9868
Si	1.6161	4.4759	10.6811
Si	9.6766	9.2535	11.328
Si	6.9949	6.4705	14.8973
Si	1.8625	7.1327	14.7236
Si	8.6104	8.5727	16.3576
Si	0.4061	6.8645	11.951
Si	5.5326	3.8544	14.4825
O	9.8242	1.7563	11.7107
O	3.0918	3.8993	11.0275
O	4.2469	8.7673	15.9928
O	0.1489	8.4161	11.4747
O	9.9906	0.3976	18.7695
O	0.8784	6.7249	13.5038
O	0.6466	3.6358	11.67
O	8.6091	9.7945	20.3156
O	9.7017	4.6039	20.048
O	3.5211	10.275	18.2426
O	3.4099	7.0363	14.221
O	8.4425	8.3199	10.8252
O	3.5981	4.8157	20.4466
O	4.775	0.3737	16.2943
O	9.7385	7.2294	20.6951
O	7.5076	1.0851	10.4543
O	4.8248	8.2814	20.3006
O	3.9871	1.0344	13.7256
O	5.0921	2.9609	21.7214
O	4.4606	9.4069	13.3979
O	2.1182	4.9456	18.2623
O	7.9973	5.4157	18.2393
O	5.2843	5.195	10.6541
O	6.81	2.9376	14.0096
O	0.0875	1.6478	16.7217
O	1.6514	8.6986	15.1061
O	7.2973	1.6967	16.2845
O	5.9817	7.5545	14.2626
O	9.4678	3.9153	13.2276
O	5.3375	0.0503	11.5598
O	1.4828	6.0906	10.9945
O	2.6401	7.2279	19.5834
O	6.4111	0.302	14.0283
O	7.7648	4.8352	11.3592
O	9.8007	10.5094	10.2967
O	4.7221	4.3195	13.142
O	1.0594	5.5892	20.669
O	6.1248	5.1374	15.3258
O	1.3303	3.8032	15.9187
O	5.5473	6.333	18.3551
O	2.3814	1.4108	15.689
O	7.4295	0.8537	18.733
O	7.0125	6.6261	9.3878
O	6.3068	4.7616	20.2805
O	8.229	9.6106	15.1577
O	5.4546	2.6359	11.2328
O	7.2697	7.6488	19.7786
O	10.5229	5.0569	17.5065
O	8.8027	1.1198	14.2212
O	6.294	3.4266	18.0701
O	4.5815	2.9431	15.464
O	-0.203	10.4441	14.8319
O	1.5765	0.9356	18.9791
O	8.0824	6.0678	13.7636
O	3.7914	1.0982	20.348
O	8.4365	9.4011	17.7456
O	8.8964	2.9731	18.0756
O	2.4839	9.7429	20.5218
O	1.5329	6.3179	16.0815
O	9.9111	6.1292	11.8337
O	7.7332	7.2086	16.1672
O	5.776	9.0717	17.9715
O	0.8303	10.065	17.2467
O	10.1995	8.1944	16.1948
O	0.4351	2.248	13.9739
O	9.2022	9.8337	12.7545

Results
free energy: -52487.877 eV
free energy less fixed offsets of As -2657.37, H -15.86, O -447.96, Si -113.29 eV per atom: -1.057 eV
gap between the highest filled and lowest empty level on this k mesh: 1.450 eV

The program warned: the cutoff lies below the one the program advises for these potential files; the forces do not sum to zero within the program's tolerance; the exchange-correlation potential is rough where the density is thin.
